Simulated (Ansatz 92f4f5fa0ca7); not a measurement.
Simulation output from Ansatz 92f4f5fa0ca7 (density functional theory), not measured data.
Periodic cell of 226 atoms, Si133O92As1, from a study of silicon, its oxide and their interface. The atomic structure is a simulated model.
Doubt: the cutoff is far below the 930 eV that the study's wrapper takes by default for these files, so forces and energies are approximate.
This geometry differs little from another in the collection (a relaxation step or a small displacement).

Settings: functional PBE; potential files Ansatz PAW; basis plane waves; wave-function cutoff 580 eV; density cutoff ratio 5; exchange-correlation grid ratio 1; k mesh 1 x 1 x 1, Gamma-centred; self-consistency stop 5e-08 eV per atom in the density residual; occupations fixed; spin none; net charge +1 e, with a uniform compensating background and no finite-size correction.

Cell vectors (angstrom)
a 10.938 0 0
b 0 10.938 0
c 0 0 31.9494

Atoms and the computed forces on them: element, x, y, z (angstrom), force x, y, z (eV/angstrom)
Si 10.6229 -0.0016 24.4026 -0.0054 0.0021 -0.0139
Si 5.0776 0.1192 24.6533 0.0014 0.001 0.0029
Si 2.8231 2.29 24.5155 0.006 -0.0015 -0.0109
Si 8.5678 2.439 24.551 0.0032 0.0019 0.005
Si 10.7095 5.5856 24.3216 -0.0059 -0.0024 0.0019
Si 5.1578 5.6134 24.4355 -0.0012 0.007 -0.0087
Si 2.9873 7.9555 24.3946 0.001 -0.0034 0.0047
Si 8.4143 7.828 24.4028 0.0073 -0.0091 -0.0217
Si 1.292 1.1264 25.8232 -0.0032 0.0011 0.0147
Si 6.8149 1.3279 25.7306 0.0032 -0.0021 0.0079
Si 3.984 4.0082 25.7159 -0.0008 -0.0017 0.0133
Si 9.6866 4.0236 25.8407 0.0017 -0.0001 0.0111
Si 1.3374 6.7936 25.6602 0.0075 0.0016 0.0069
Si 6.8028 6.7201 25.7398 -0.0029 -0.002 0.0177
Si 4.002 9.4636 25.9483 0.006 -0.0073 0.0104
Si 9.4793 9.4389 25.7874 0.0088 0.0053 0.0142
Si 2.6318 -0.1356 27.2731 0.0004 -0.0049 0.008
Si 8.1377 -0.0745 27.1336 -0.0155 -0.002 0.0029
Si 0.0799 2.6497 27.1915 -0.0018 0.0063 0.0026
Si 5.4495 2.725 27.0996 0.007 0.0021 -0.0007
Si 2.6716 5.4143 27.0967 -0.0088 0.0015 0.0015
Si 8.1895 5.3676 27.124 0.0065 -0.0026 -0.0055
Si 0.0034 8.1498 27.1186 -0.0059 -0.0103 -0.0009
Si 5.5123 8.1376 27.1735 -0.0065 0.0036 -0.0041
Si 4.0941 1.309 28.4796 -0.0025 -0.0024 0.0036
Si 9.5355 1.3294 28.4884 0.0017 0.0049 0
Si 1.3715 4.0735 28.5482 0.0042 -0.0027 0.0013
Si 6.8068 4.06 28.5153 -0.0082 -0.0006 -0.0018
Si 4.0833 6.7721 28.4818 -0.0006 -0.0005 -0.0009
Si 9.5553 6.7781 28.4744 -0.001 0.0072 0.0001
Si 1.3054 9.4645 28.6129 0.0038 0.0049 0.0038
Si 6.8234 9.5329 28.5566 0.0076 0.0034 0.0005
Si -0.0867 -0.0676 29.8844 -0.0079 -0.0011 0.0078
Si 5.4567 -0.0149 29.8951 0.0009 0.0013 -0.0024
Si 2.8112 2.7527 29.8546 0.0032 0.0028 0.0008
Si 8.1791 2.7013 29.872 0.0011 -0.0065 0.0012
Si -0.0177 5.4456 29.8886 0.0018 -0.0019 -0.0015
Si 5.4587 5.4464 29.8826 -0.0002 -0.002 0.003
Si 2.7372 8.1319 29.9086 -0.0016 -0.0074 0.0016
Si 8.2233 8.1723 29.8749 0.0017 0.0024 -0.0003
As 1.3658 1.3729 31.2524 0.0025 -0.0016 0.0007
Si 6.8224 1.3654 31.262 0.0015 0.0006 0.0018
Si 4.1237 4.0919 31.2945 0.002 -0.0008 -0.0022
Si 9.5371 4.0898 31.2394 0.0016 0.0021 0.0016
Si 1.3536 6.8071 31.2765 0.003 0.0016 0.0003
Si 6.8286 6.8428 31.2461 0.0028 -0.0007 -0.0009
Si 4.0926 9.5507 31.2493 -0.0009 0.0064 0.0022
Si 9.5413 9.5342 31.3105 0.0018 0.0026 -0.0036
Si 2.774 -0.0221 0.7272 0.0024 -0.0046 0.0015
Si 8.189 0.012 0.6796 -0.0035 -0.0011 -0.001
Si -0.0361 2.7877 0.7292 -0.0043 0.0006 -0.0015
Si 5.4927 2.7462 0.7137 -0.0015 -0.0004 -0.0006
Si 2.7372 5.4652 0.6847 -0.0016 -0.0013 -0.0004
Si 8.2046 5.4938 0.675 -0.0048 -0.0011 0.0004
Si 0.0148 8.2022 0.715 -0.0021 -0.0014 -0.0003
Si 5.4795 8.2234 0.6939 -0.0002 -0.0037 -0.0022
Si 4.1097 1.4025 2.0862 -0.0011 -0.002 0.0011
Si 9.5901 1.3405 2.0535 -0.0046 0.0043 -0.0002
Si 1.3691 4.152 2.0798 0.0014 0.0016 0.0016
Si 6.8433 4.1604 2.0569 0.002 0.0021 -0.0016
Si 4.0955 6.8544 2.041 -0.0027 0.0005 0.0014
Si 9.574 6.8447 2.0775 0 -0.0023 0.0032
Si 1.3529 9.6124 2.0829 0.0037 0.0022 -0.0035
Si 6.8317 9.6247 2.061 -0.0011 0.0078 0.004
Si 0.0263 0.0448 3.4976 0.001 -0.0041 0.0013
Si 5.485 0.0409 3.4684 0.0038 0.0011 -0.0029
Si 2.7145 2.7746 3.4263 0.001 0 -0.0062
Si 8.2629 2.7967 3.3481 -0.0001 -0.0055 -0.0013
Si 0.022 5.525 3.4912 0.0007 0.0006 0.0003
Si 5.4733 5.5373 3.4351 -0.0006 -0.003 -0.0068
Si 2.7496 8.2463 3.4046 -0.0031 0.0036 0.0039
Si 8.2406 8.2919 3.3968 0.0003 -0.0028 -0.0092
Si 1.3748 1.4633 4.866 0.001 -0.0019 0.0046
Si 6.9141 1.4865 4.7326 0.0041 0.0002 -0.0038
Si 4.0636 4.1653 4.7663 -0.0047 0.0017 0.0078
Si 9.6038 4.0851 4.7976 0.004 0.0039 -0.0033
Si 1.3677 6.9859 4.8496 0.0068 -0.002 -0.0001
Si 6.8376 6.9974 4.7402 -0.0013 0.0099 0.0019
Si 4.0975 9.5789 4.8049 -0.0003 -0.0035 -0.0037
Si 9.6169 9.5806 4.8547 0.001 0.0112 0.0056
Si 2.7569 0.0383 6.1474 0.0008 0.0023 -0.0154
Si 8.2939 0.13 6.0987 -0.001 -0.0011 -0.009
Si 0.0172 2.8066 6.3244 -0.0041 -0.0048 -0.0076
Si 5.5151 2.8456 6.0736 0.0002 0.0017 -0.0123
Si 2.7543 5.6022 6.1436 0.0016 0.0005 -0.0164
Si 8.2535 5.6055 5.962 0.0037 -0.0046 -0.0085
Si 0.0474 8.3131 6.3818 -0.0038 -0.0069 -0.0128
Si 5.5019 8.3087 6.2357 -0.0001 -0.0015 -0.009
Si 4.422 1.1908 7.3314 0.0076 -0.004 0.0056
Si 9.8094 1.1562 7.6355 -0.0014 -0.0014 0.0007
Si 1.1798 4.5151 7.515 0.001 0.0034 0.0092
Si 6.6446 4.5475 7.2528 -0.0129 0.0027 0.0096
Si 4.3242 6.7117 7.5495 0.005 -0.0084 -0.0007
Si 9.7252 6.6206 7.5093 0.0065 0.0018 0.0029
Si 1.281 9.9463 7.7117 -0.0039 0.0059 0.0238
Si 6.7214 9.9758 7.4208 -0.0014 0.0078 -0.0033
O 9.5825 1.2396 23.9792 -0.0031 -0.0089 0.0003
O 4.1038 6.8038 23.9435 -0.0039 -0.0008 0.001
O 4.0159 1.2364 24.0254 -0.0011 0.0009 0.0025
O 9.536 6.6974 23.8952 -0.0019 0.0033 0.0058
O -0.0268 5.5557 8.015 -0.0012 0.0034 -0.0034
O 5.5706 0.1374 7.9102 -0.0004 -0.0017 -0.0003
O 0.0716 0.0949 8.146 0.005 -0.0022 -0.0077
O 5.5352 5.6177 7.8755 0.0032 0.0044 0.0016
O 7.6116 3.9559 8.4234 0.0076 -0.0098 0.0129
O 8.7187 7.0584 8.7564 -0.0072 0.0079 0.0101
O 2.1849 9.4625 9.0358 0.0039 -0.005 -0.0019
O 8.8923 1.6808 8.9282 -0.0054 0.0056 0.0047
O 7.631 9.4855 8.7035 0.0075 -0.0115 0.0138
O 3.5955 1.8383 8.5843 -0.0086 0.0104 0.0119
O 3.5793 7.2286 8.9437 -0.0067 0.0099 0.0113
O 2.0729 4.0283 8.8167 0.0057 -0.0063 0.0055
O 8.1351 3.5008 23.3646 -0.0128 0.0113 -0.0182
O 0.4577 4.9321 22.9507 0.0061 -0.0088 -0.0087
O 1.8945 2.7409 23.2426 -0.0102 0.0089 -0.0135
O 5.8299 4.9085 23.1097 0.0073 -0.0059 -0.0042
O 5.5301 9.9703 23.5128 0.0108 -0.0103 -0.0171
O 2.4426 8.6976 23.0233 -0.0085 0.0094 -0.0141
O 0.1889 10.0613 23.0827 0.0086 -0.0052 -0.0076
O 7.7872 8.5698 23.0659 -0.0063 0.0051 0.001
Si 8.66 7.6989 18.4366 0.0003 -0.0004 -0.0101
Si 8.7883 6.364 13.635 -0.0017 0.0005 0.0092
Si 3.7956 1.5433 14.741 -0.0014 0.0008 0.0028
Si 2.1407 5.7506 17.6247 -0.0027 -0.0019 -0.0069
Si 2.4211 3.1438 19.4818 -0.0054 0.0014 -0.0065
Si 9.818 9.037 12.0853 -0.0015 -0.0012 0.0058
Si 1.3315 9.4204 22.0629 0.0004 -0.0004 0.0236
Si 9.1755 0.9698 13.1971 0.0001 0.0018 0.01
Si 1.4236 5.0588 13.0316 0.0028 -0.0008 0.0118
Si 1.7953 8.258 12.8237 0.0039 0.0001 0.0034
Si 6.6472 9.5471 22.4143 -0.0001 0.002 0.0178
Si 4.5297 4.6045 15.7104 0.0012 0.0031 -0.0011
Si 8.2139 3.0269 9.5955 -0.0027 -0.0055 -0.016
Si 0.8426 8.2444 19.2548 0.0011 0.0066 -0.0042
Si 6.95 1.3471 21.0856 0.0043 0.001 -0.0001
Si 8.2308 8.3249 9.6843 -0.002 -0.001 -0.0181
Si 10.8902 5.2091 15.6092 0.001 0.0005 -0.0012
Si 7.5719 9.5047 16.3172 -0.0008 -0.003 -0.0028
Si 9.932 2.0563 20.2909 -0.0013 -0.0003 -0.004
Si 3.22 8.5168 9.9262 -0.0048 -0.0044 -0.0189
Si 6.6989 3.3441 17.4024 -0.0008 0.0006 -0.0043
Si 1.1682 0.2112 19.7956 0.0011 -0.0031 -0.0088
Si 3.2358 2.8198 12.3072 0.0017 -0.0014 0.0041
Si 7.2213 5.3909 19.6733 0.0013 -0.005 -0.0044
Si 5.7494 8.6787 11.554 0.0015 -0.0019 0.0024
Si 5.7878 6.0806 13.2071 0.0006 0 0.0063
Si 4.6352 9.7032 17.6207 -0.0015 -0.001 -0.0051
Si 1.0232 3.5963 22.1593 0.003 0.0074 0.0225
Si 4.8995 1.4812 18.7934 0.0032 -0.0008 -0.0087
Si 3.1997 3.0939 9.5287 -0.0058 -0.0023 -0.0175
Si 6.454 10.8295 13.7949 -0.0003 -0.0018 0.0048
Si 10.3526 0.1199 15.9705 0.0019 0.0031 -0.0029
Si 5.6638 3.6656 11.1643 0.0017 -0.0048 0.0017
Si 9.8468 3.9051 11.9105 -0.0046 -0.0022 0.0036
Si 2.3449 9.9266 15.5477 0.0003 -0.0025 -0.0017
Si 6.0753 8.1149 19.7919 -0.0005 0.004 -0.0051
Si 6.9356 3.9717 22.3602 0.0012 -0.0012 0.0197
Si 9.7563 2.7787 17.3602 0.0012 0.0008 -0.0012
O 7.1983 6.3848 13.9774 0.0019 0.0001 -0.0042
O 1.8851 7.0592 18.6778 0.0023 -0.0056 0.0059
O 10.2899 4.044 16.5309 0.0002 0.0005 0.0018
O 6.1681 9.9604 17.055 0.003 -0.0013 0.0015
O 10.1503 0.7057 14.4667 0.0023 -0.0023 0.0002
O 8.448 6.1153 18.8505 0.0024 0.0026 0.0066
O 5.174 0.6939 14.4366 -0.0011 0.0006 -0.0025
O 5.7207 2.0511 17.5155 0.0021 0.0019 0.0023
O 8.3505 1.9391 20.5628 0.0057 0.0007 0.0062
O 1.9921 4.301 18.4014 0.0008 0.0069 0.002
O 6.9658 2.8122 10.6419 -0.0087 0.0021 -0.0002
O 4.8717 2.7124 12.2209 -0.004 -0.002 -0.0027
O 6.0327 4.3949 16.3468 0.0001 0.0006 0.0006
O 4.571 3.9239 9.9368 0.0089 0.0016 0.0019
O 10.6877 2.7755 21.5539 -0.0096 -0.0091 -0.0034
O 9.726 6.1669 14.969 0.003 -0.0016 0.0008
O 6.0084 6.4791 19.8364 0.0008 0.0003 0.0083
O 4.0824 0.167 18.2818 0.0006 -0.0029 0.0065
O 9.2588 10.5585 12.2706 0 0.0043 -0.0067
O 2.8562 4.3634 12.7098 -0.0037 0.0037 -0.007
O 1.9117 10.7071 21.2095 -0.0005 0.0081 -0.0051
O 3.9975 2.7202 19.3789 0.0024 -0.0016 0.0084
O 0.7314 10.0437 15.9628 -0.0004 0.0002 0.0005
O 1.2792 9.8031 18.8357 0.0002 -0.0022 0.0046
O 1.7117 1.6667 19.2702 0.0017 0.0015 0.0079
O 8.9429 10.3951 16.5 -0.0007 -0.001 0.0027
O 4.8735 8.5776 18.7878 -0.0036 0.0028 0.0024
O 9.5818 8.7559 10.4877 0.0086 0.0044 0.0068
O 6.7541 4.077 18.8556 -0.0012 -0.0052 0.0022
O 2.8426 1.7215 13.4118 0.0004 -0.0029 -0.0015
O 5.8223 8.7631 21.2614 -0.0043 -0.0111 -0.011
O 2.546 2.4532 10.8786 -0.0008 -0.0014 0.0098
O 7.6209 4.8497 21.1673 0.0027 0.0102 -0.0113
O 5.2119 7.4864 12.5585 0 -0.0048 -0.0034
O 0.4355 9.073 12.5018 0.0026 -0.0003 -0.0075
O 7.5839 1.0663 13.5753 -0.0012 -0.0009 -0.0061
O 7.1124 9.6419 14.7451 0.0017 -0.0008 0.0004
O 8.9794 5.036 12.6978 -0.0016 0.0059 -0.0037
O 8.0942 8.041 16.911 -0.0017 0.0033 -0.0008
O 6.215 2.5701 21.904 -0.0005 -0.0097 0.0002
O 2.4624 9.0725 14.1108 0.0011 0.0039 0.0013
O 0.4293 4.4959 11.8637 0.0035 0.0019 -0.0067
O 0.8167 8.3135 20.9321 -0.0026 -0.0076 -0.01
O 9.3943 3.8393 10.3491 0.01 0.0056 0.0068
O 9.659 2.3897 12.5281 -0.0002 -0.005 -0.0051
O 7.6212 8.558 19.3958 0.0038 -0.0018 0.0079
O 2.553 8.173 11.371 -0.0102 -0.0008 0.013
O 3.978 3.0638 15.3786 0.0002 0.0002 -0.0006
O 0.8322 4.4897 14.4394 -0.0024 -0.0007 0
O 10.0471 2.9975 18.9559 -0.0005 0.0037 -0.0035
O 9.1448 7.8091 12.9442 -0.001 -0.0047 -0.0041
O 10.5158 0.5361 20.078 0.0014 -0.0006 0.0078
O 6.0326 5.0522 11.9368 0.0002 0.0092 -0.001
O 8.1569 2.7414 17.0067 -0.0008 -0.0002 0.0028
O 3.5398 5.4837 16.7313 0.0017 -0.0008 0.002
O 4.6719 9.1361 10.3853 0.0083 -0.0003 0.0007
O 1.5343 6.6794 13.1856 -0.0012 -0.0017 -0.0074
O 4.7616 5.4956 14.3461 -0.0017 -0.0027 -0.0001
O 2.056 3.8515 20.9196 0.0089 -0.0036 -0.0095
O 10.5561 1.4146 16.9474 0.0003 -0.0019 0.0024
O 0.9517 6.0761 16.5521 -0.0012 -0.0003 0.0017
O 7.3261 10.9506 21.9423 0.0004 0.0094 0
O 5.9337 0.9104 19.9127 -0.0104 -0.0014 -0.0023
O 6.0681 10.0391 12.4073 0.003 0.0081 -0.0001
O 2.8497 0.5485 15.6088 -0.0005 -0.0003 0.0002
O 7.0528 8.0247 10.7784 -0.0113 0.0007 0.0019
O 10.245 8.0177 18.6886 -0.0045 -0.0025 0.007
O 3.4464 9.1964 16.577 -0.0003 -0.0003 0.0009

Results
free energy: -141734.137 eV
free energy less fixed offsets of As -4856.12, O -568.88, Si -635.61 eV per atom: -4.927 eV

The program warned: the cutoff lies below the one the program advises for these potential files; the forces do not sum to zero within the program's tolerance; the exchange-correlation potential is rough where the density is thin.
